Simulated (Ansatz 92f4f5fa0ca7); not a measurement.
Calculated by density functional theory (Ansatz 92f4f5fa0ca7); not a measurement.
Periodic cell of 288 atoms, Si144O112H32, with a vacuum gap, from a study of silicon, its oxide and their interface. The atomic structure is a simulated model.

Settings
functional: r2SCAN
potential files: Ansatz PAW
basis: plane waves
wave-function cutoff: 800 eV
density cutoff ratio: 5
exchange-correlation grid ratio: 1
k mesh: 1 x 1 x 1, shifted by 0.5 0.5 0 of a step
self-consistency stop: 1e-11 eV per atom in the density residual
occupations: fixed
spin: none
net charge: 0
applied field: sawtooth along c, amplitude -0.015 V/angstrom in the program's sign convention, ramp centred at 0.9898 of c and 0.0205 of c wide, no dipole correction

Cell vectors (angstrom)
a 10.88 0 0
b 0 10.88 0
c 0 0 48.8232

Atoms and the computed forces on them: element, x, y, z (angstrom), force x, y, z (eV/angstrom)
Si 1.3073 -1.168 35.0509 -0.0015 0.004 -0.0228
Si 3.9746 1.5448 35.2041 -0.0098 0.0032 -0.0198
Si 0.8775 4.7229 35.204 -0.0003 -0.0049 -0.0221
Si 3.6548 -3.2475 35.1927 0.0155 0.0041 -0.0181
Si -4.7312 -0.6654 35.3614 -0.0057 -0.0097 -0.0223
Si -1.8587 1.8918 35.2152 0.0034 -0.0085 -0.0215
Si 6.8234 4.131 35.1106 -0.0009 0.006 -0.0257
Si -1.3597 -3.9585 35.1317 -0.0108 0.0112 -0.0251
Si 2.394 0.3888 36.4749 0.0116 -0.0041 -0.0122
Si 5.1734 3.1229 36.4605 0.0059 -0.0049 -0.0095
Si 2.4995 -4.9544 36.3902 -0.0086 0.0088 -0.0134
Si 5.0433 -2.1858 36.7221 -0.009 0.0057 -0.0079
Si -3.0448 0.412 36.5502 -0.0037 0.0077 -0.0064
Si -0.2935 3.1301 36.4723 -0.014 0.0071 -0.0128
Si 7.8611 5.8278 36.3917 -0.0001 -0.0053 -0.0135
Si -0.2623 -2.3162 36.399 0.008 -0.0039 -0.0134
Si 1.057 1.7773 37.8083 -0.0029 -0.0071 0.0111
Si 3.8114 4.5295 37.7644 0.0049 -0.0022 0.0106
Si 1.0999 -3.6449 37.8098 0.0045 0.0054 0.0033
Si 3.6817 -0.8664 38.0104 -0.0056 -0.0035 0.0012
Si 6.4803 1.78 37.9017 -0.0018 0.0032 0.0058
Si 9.2026 4.4921 37.8302 -0.0086 0.0003 0.0007
Si 6.5075 7.2081 37.7906 -0.006 -0.0042 0.0143
Si -1.6384 -0.9786 37.7908 0.0018 0.0029 0.0133
Si -0.3104 0.4161 39.159 -0.0128 -0.0077 0.0181
Si 2.434 3.1606 39.1317 0.0041 0.0033 0.0259
Si -0.2867 5.8627 39.1505 -0.003 -0.0035 0.013
Si 2.3664 -2.3017 39.2642 0.0082 -0.0071 0.0087
Si 5.1207 0.457 39.2729 0.0028 -0.0017 0.0114
Si 7.855 3.1507 39.2115 -0.0047 -0.0032 0.0125
Si 5.1477 5.8674 39.1626 -0.0086 0.0007 0.0177
Si 7.8727 -2.3204 39.1553 -0.0111 0.0032 0.0205
Si 1.3581 -1.3661 9.6721 -0.0034 -0.002 -0.0168
Si 4.0776 1.3666 9.6699 0.0006 0.0035 -0.0171
Si 1.3509 4.1084 9.5957 -0.002 0.002 -0.0127
Si 4.0754 -4.0969 9.6017 -0.0117 -0.0129 -0.0174
Si 6.7881 -1.356 9.5773 0.0002 0.0128 -0.0127
Si -1.373 1.3651 9.5844 0.0088 0.0081 -0.0112
Si 6.7959 4.0753 9.6876 0.0017 -0.0005 -0.0204
Si -1.3585 6.7997 9.684 0.0008 -0.0002 -0.0197
Si 2.7199 0.0025 11.0232 -0.0049 -0.0011 -0.0145
Si 5.4249 2.7208 11.0576 -0.0019 -0.001 -0.0125
Si 2.705 5.4481 10.9676 -0.0026 0.0027 -0.0038
Si 5.4543 -2.7378 10.9039 0.0004 -0.0075 -0.0058
Si -2.7279 -0.0058 10.9115 -0.0017 -0.0039 -0.0047
Si -0.0318 2.7594 10.9018 -0.0019 0.0033 -0.0027
Si 8.1582 5.4425 11.0533 -0.0034 -0.0025 -0.0121
Si 0.006 -2.7231 11.0559 -0.0018 -0.0021 -0.0129
Si 1.2988 1.4148 12.2651 0 0.0056 0.0124
Si 4.026 4.098 12.3832 -0.0014 0.004 0.0151
Si 1.3898 -4.0861 12.4025 0.0069 -0.0094 0.0178
Si 4.1207 -1.4144 12.2838 0.0086 0.0045 0.0108
Si -4.0418 1.3265 12.3278 0.0065 -0.0039 0.0183
Si -1.3277 4.0798 12.37 0.0075 -0.006 0.0137
Si 6.7805 -4.0419 12.3541 -0.0079 0.0073 0.0132
Si -1.4079 -1.3405 12.3315 -0.0009 0.0071 0.0167
Si -0.2743 0.2878 13.566 -0.0081 0.0028 -0.0271
Si 2.3955 2.944 13.6479 0.0012 0.0071 -0.0286
Si 0.248 -5.6704 13.7196 -0.0013 -0.0038 -0.0355
Si 3.0017 -2.9273 13.6797 0.0035 -0.0072 -0.0333
Si 5.724 -0.3183 13.5671 0.0066 0.0001 -0.027
Si -2.4695 2.4772 13.6395 -0.0005 -0.0021 -0.0316
Si 5.1745 5.7201 13.6392 -0.0049 0.0018 -0.0292
Si -2.9374 -2.4921 13.7049 -0.008 0.0074 -0.038
Si 3.2986 -1.154 22.3848 0.0109 -0.0002 -0.0635
Si 2.3957 4.1929 23.5898 0.0178 -0.0001 -0.0624
Si 6.4624 3.7758 15.7218 0.0072 -0.0024 -0.0659
Si -2.4024 -0.219 21.627 -0.0008 0.003 -0.066
Si -1.3971 -1.5965 30.5538 0.0022 0.0013 -0.0614
Si 2.7073 3.3847 33.0243 0.0006 0.0068 -0.0563
Si -2.0706 1.3922 19.3394 -0.0154 0.0133 -0.0458
Si 1.547 2.9189 28.1662 0.0054 0.0093 -0.0599
Si 0.6748 2.6593 31.018 -0.0057 0.0038 -0.0658
Si 0.9856 4.9388 20.8096 -0.0032 0.0025 -0.0414
Si 2.9797 1.8503 21.9688 -0.008 -0.0005 -0.0482
Si 7.3256 4.0381 18.702 -0.0042 0.0063 -0.0642
Si 0.2569 4.609 25.93 -0.0022 -0.0084 -0.0593
Si 1.1731 -1.4704 15.7753 -0.005 -0.0054 -0.0602
Si 6.7465 -0.4476 29.4112 -0.0049 0.0058 -0.0592
Si 2.646 0.2594 17.9566 0.0072 -0.0113 -0.0705
Si 3.3965 -4.4707 20.2198 0.0036 0.0019 -0.0407
Si -1.2349 -4.1382 21.539 0.0068 0.0023 -0.0629
Si 4.326 -1.6899 19.6664 -0.0051 0.0155 -0.0076
Si 4.7118 -5.1048 22.8318 -0.0089 -0.0053 -0.0514
Si 1.5469 -1.8396 29.1929 0.0119 -0.0032 -0.0616
Si -2.5027 -3.8044 32.2865 0.0022 -0.0072 -0.0626
Si 0.9497 2.0687 19.7437 0.0019 -0.013 -0.0529
Si 3.4745 -1.6379 25.398 0.0111 -0.0048 -0.068
Si 1.8547 -3.9287 26.8952 -0.0004 -0.0028 -0.0511
Si 5.4939 -4.5876 30.0326 -0.0107 -0.003 -0.0605
Si 4.2559 1.4915 15.6713 -0.0011 -0.0007 -0.0566
Si 1.8469 0.2511 26.8831 -0.004 -0.0059 -0.0585
Si 5.6977 -2.5376 33.1377 -0.0089 0.0025 -0.059
Si -2.9062 -4.793 28.5591 0.0044 0.0067 -0.0638
Si 6.7445 2.4692 30.4257 0.0001 0.0128 -0.0602
Si -2.2831 -3.9848 18.7162 0.0033 -0.0096 -0.0661
Si 4.259 -1.9491 30.7244 -0.0056 -0.0019 -0.0584
Si -2.6799 3.5209 25.08 0.005 -0.0008 -0.0519
Si 7.4891 -4.686 23.7624 -0.0084 0.0044 -0.0604
Si -1.0107 -3.7505 15.8983 -0.0004 -0.0039 -0.0725
Si 7.8071 0.6313 24.3959 0.0049 -0.0055 -0.0618
Si -1.8132 4.4466 30.9139 -0.0013 0.0019 -0.053
Si 3.826 4.7522 27.8271 -0.0017 0.0052 -0.0504
Si 0.2549 -1.5886 22.5129 -0.007 -0.0061 -0.0519
Si 7.3442 -1.2555 19.1464 -0.0102 -0.0029 -0.0472
Si 6.425 3.7163 27.4759 0.0064 -0.0064 -0.059
Si -2.2634 -3.0069 26.2439 0.0028 -0.0036 -0.0564
Si -0.4409 0.2926 32.8329 -0.0063 0.0064 -0.0644
Si -0.4793 -0.8275 25.3868 -0.0022 -0.0038 -0.0505
Si 5.4314 4.2452 32.3276 0.0028 -0.0075 -0.0668
Si 4.8877 3.8783 20.582 0.0135 -0.0065 -0.0543
Si 6.2832 -0.8453 26.433 0.0056 -0.0102 -0.0556
Si 1.0165 -0.9198 40.5661 0.0149 -0.0106 0.1878
Si 3.76 1.8327 40.561 -0.0134 0.0059 0.1926
Si 1.0667 4.5014 40.5144 -0.0159 0.0065 0.1819
Si 3.7854 7.2176 40.5475 -0.0073 -0.0054 0.1824
Si 6.5087 -0.9549 40.5391 0.0009 0.004 0.1835
Si -1.6607 1.7744 40.5383 -0.0136 0.0066 0.1822
Si 6.4908 4.5171 40.5395 0.0094 -0.012 0.1787
Si -1.6484 7.219 40.519 0.0071 -0.0216 0.1775
Si 2.4026 0.4437 41.8886 -0.0479 0.0406 0.3742
Si 5.1284 3.1724 41.8975 -0.0218 0.044 0.463
Si 2.4179 5.8582 41.8948 0.0217 -0.0267 0.2501
Si 5.1443 -2.3018 41.9061 0.0122 -0.0413 0.2863
Si -3.0226 0.4177 41.8983 0.0306 -0.0223 0.2758
Si -0.296 3.1432 41.8873 0.0267 -0.0316 0.2031
Si -3.0195 5.8728 41.8768 0.018 -0.0239 0.3311
Si -0.3266 -2.2886 41.8962 -0.0254 0.011 0.4365
Si 1.36 1.3599 6.9417 0.0521 -0.0547 -0.3418
Si 4.0789 4.078 6.9444 0.0674 -0.0825 -0.392
Si 1.3483 6.8109 6.9172 -0.0689 0.0474 -0.337
Si 4.0648 -1.3504 6.9196 -0.0479 0.0098 -0.3067
Si 6.7816 1.3682 6.9146 -0.0407 0.0787 -0.3565
Si -1.3707 4.0846 6.9191 -0.0612 0.0677 -0.2838
Si 6.8105 -4.094 6.9393 0.0019 -0.0306 -0.3137
Si -1.3661 -1.3691 6.9441 0.0943 -0.0234 -0.3864
Si 0.0073 -0.0121 8.2872 0.0025 -0.0023 -0.1747
Si 2.7219 2.719 8.2953 -0.0046 0.0073 -0.1765
Si -0.0194 5.4621 8.2704 -0.006 0.0071 -0.1907
Si 2.7079 -2.715 8.2803 0.0018 0.0126 -0.1915
Si 5.4174 0.0183 8.2694 -0.0067 0.0048 -0.1959
Si 8.1336 2.7301 8.2724 -0.0125 0.0165 -0.1915
Si 5.4502 5.4204 8.2917 0.0083 -0.0034 -0.1807
Si 8.1688 -2.7345 8.293 0.014 -0.0165 -0.1858
O 7.8337 -5.3622 19.1512 0.0017 0.002 0.0283
O -1.3213 -0.6691 31.8826 0.0083 0.0199 0.0366
O 5.3577 4.5398 21.9871 0.0018 0.0114 0.0278
O 6.8832 -3.9814 29.4545 -0.0117 0.0028 0.0267
O 1.765 -1.5054 21.9301 -0.0036 0.0006 0.0195
O -1.4675 -4.295 17.3521 -0.0127 0.0017 0.0501
O 4.4441 -3.5349 30.5857 0.0003 0.0021 0.0242
O -1.8206 -0.0283 25.1235 0.0071 0.0008 0.0131
O 2.7799 3.8368 28.6426 0.0027 -0.0039 0.0229
O 5.1179 0.4616 34.7613 -0.0039 -0.0015 0.0156
O 4.0881 -4.053 14.1911 -0.0013 -0.0005 0.0061
O 6.5911 -1.566 34.0748 -0.0014 0.0182 0.0299
O 4.688 -1.6153 32.2511 0.0114 -0.003 0.0357
O -2.9192 3.0242 34.7175 0.0056 -0.0066 0.0145
O 7.1205 5.1687 27.5568 0.0081 0.0113 0.024
O -2.2778 5.4858 32.0674 -0.0018 0.0162 0.0189
O 5.731 -1.2035 19.0324 -0.0095 -0.0021 0.0178
O 2.8855 2.6761 23.3605 -0.0033 0.0125 0.0266
O 3.283 2.1041 33.8304 0.0057 -0.0184 0.0363
O 6.1555 3.5004 19.6753 -0.015 0.0047 0.0235
O 7.3991 -1.9904 26.415 0.0021 0.0002 0.0222
O 1.5525 1.6454 21.1993 0.01 -0.002 0.0315
O 0.6825 -0.539 33.668 0.0136 -0.0139 0.0389
O 3.2068 -0.6574 19.1511 0.0141 -0.0118 0.0354
O 3.8577 0.8384 17.0744 -0.0126 -0.01 0.0347
O 4.7184 5.5286 28.8804 0.0118 0.0161 0.0373
O 2.8264 -0.1894 25.6914 -0.0116 0.013 0.0338
O 1.333 4.0701 14.207 0.004 -0.0017 0.0116
O 2.4686 -2.2541 34.6126 -0.003 -0.0017 0.0126
O 6.2889 4.5751 33.6457 0.0097 -0.006 0.0529
O 2.6923 -1.71 30.3619 0.0167 0.0005 0.0274
O 5.9058 5.0666 14.9367 0.0063 -0.011 0.0298
O 0.2084 1.3673 31.8376 -0.0058 -0.0181 0.0353
O 6.8213 -1.384 14.1771 -0.0062 0.0007 0.007
O 4.8795 -1.6315 26.2093 0.0108 0.0008 0.0292
O -2.7299 3.1155 30.8995 0.0048 0.0037 0.017
O 5.3191 2.667 15.8621 0.0066 0.0032 0.0112
O 6.4949 0.2775 25.2758 -0.0036 -0.0072 0.0238
O 6.3944 3.0191 28.9373 0.0066 -0.0102 0.0467
O -1.9213 5.1943 29.4772 0.0083 -0.0116 0.038
O 7.7678 -1.3486 20.7109 0.0104 0.0046 0.0346
O 8.107 0.0982 18.5709 0 -0.0013 0.0117
O 7.6361 -0.1195 22.9838 -0.0113 0.0121 0.0451
O 7.4471 4.6425 24.2065 0.0002 -0.016 0.0219
O 3.8998 -3.2284 19.3051 -0.0031 -0.0097 0.0242
O 5.9206 -4.2874 23.5407 0.0109 0.0017 0.0224
O -2.5231 1.2193 20.888 -0.0017 -0.0102 0.0402
O 3.8756 -4.2156 21.7585 0.0108 -0.0035 0.0384
O 2.1462 3.0046 31.5702 0.0141 0.0024 0.0305
O 1.6717 -0.6913 17.087 0.0158 0.0175 0.0392
O -0.3019 -3.1015 22.3624 0.0038 0.0091 0.0145
O 4.8872 3.8724 26.9585 0.0004 0.0032 0.025
O 4.002 2.563 20.9133 -0.0066 -0.0067 0.0221
O 4.9223 0.3051 14.8247 -0.0153 0.0113 0.0243
O 0.1028 -2.6125 16.1508 -0.0051 -0.0041 0.0246
O -0.4548 1.3598 19.3685 -0.0103 -0.0016 0.0227
O 6.4764 -0.0896 27.8538 0.0066 0.009 0.048
O -0.2414 5.802 34.7024 -0.0002 -0.0016 0.0155
O -1.9102 -3.3613 33.722 0.0166 0.0061 0.0486
O -0.3915 -4.9949 15.0641 -0.0036 0.0114 0.0353
O 4.3645 -1.6261 21.2741 -0.0074 0.0066 0.0655
O 1.9982 -0.6711 28.186 -0.0057 -0.0147 0.0353
O 6.8089 -3.3482 32.2747 -0.0058 -0.0006 0.0315
O 0.7844 2.3047 29.4457 -0.0096 -0.0007 0.0455
O 7.3615 2.9907 26.3785 -0.0196 -0.0021 0.0414
O 3.6401 5.191 23.9127 -0.0066 -0.0055 0.0263
O 3.6699 -1.8273 23.8083 -0.0041 -0.0041 0.045
O 3.5038 0.4322 22.4732 -0.0017 -0.0107 0.0166
O -1.4281 -3.5776 20.0309 0.0064 -0.008 0.0379
O -0.8603 -2.2342 26.0662 -0.0063 -0.0083 0.0126
O -2.6796 -1.1754 29.6282 0.0126 -0.0042 0.0241
O 2.4172 -2.1682 15.0047 -0.0088 0.0072 0.0223
O 0.4719 -0.368 14.8418 0.0039 -0.0124 0.0318
O -2.6768 2.1827 24.1648 0.0027 0.0054 0.0297
O 5.3876 -1.2497 29.8012 -0.0088 -0.0063 0.0314
O 4.0509 4.9981 19.748 0.0023 -0.0008 0.0237
O 1.2865 4.2261 24.7445 -0.02 0.0093 0.0394
O -0.8336 -0.5985 21.8248 0.0094 -0.004 0.0295
O 4.7278 -3.561 33.9721 -0.0222 -0.0026 0.0349
O -2.2555 -3.135 15.0499 0.0085 -0.007 0.0354
O 1.5827 -3.2539 28.3631 -0.0001 0.0166 0.0385
O 1.7806 -4.6885 20.1256 0.0013 -0.0035 0.0192
O 1.5076 4.0495 33.8646 -0.0135 0.0167 0.0365
O -2.4674 2.834 18.7337 0.0073 -0.0093 0.0211
O 7.7493 3.1572 14.9667 -0.0182 0.0104 0.0383
O 1.9276 1.5613 18.57 -0.015 0.0143 0.033
O 0.5103 3.7644 27.2781 0.0129 -0.0133 0.0384
O -0.4823 5.3285 21.3392 -0.0018 0.0043 0.0193
O 0.3287 0.1265 26.3831 0.0164 0.0038 0.0301
O 1.823 4.5781 22.1323 0.0092 -0.0023 0.0366
O 0.533 -4.696 26.2944 0.0056 0.0059 0.0155
O 0.0422 -1.5962 29.7786 -0.0205 0.0037 0.0302
O 5.67 2.7992 31.6108 -0.0101 0.0079 0.0343
O -2.0497 -3.8237 27.619 -0.0125 -0.01 0.0363
O -0.3093 3.9332 31.2005 0.0047 -0.0034 0.0131
O 2.1845 1.7638 27.2553 0.001 0.0092 0.0262
O 6.8374 0.876 30.3209 -0.0003 0.0169 0.0233
O -1.2382 4.1858 25.4576 0.0058 -0.0008 0.0189
O -1.6854 -3.094 31.0881 -0.0073 -0.0114 0.0236
O 0.8532 3.6929 19.7811 0.0028 0.0126 0.0284
O 2.9998 5.8063 26.9453 0.0109 -0.0094 0.0308
O -2.5953 -4.4156 22.3717 -0.0168 -0.0035 0.0344
O 2.4418 -2.7775 25.9193 -0.0069 -0.015 0.0307
O -1.3657 1.3718 14.1493 0.0024 -0.0004 0.0128
O 6.8614 4.2577 17.1866 0.0066 0.0016 0.0474
O 3.897 4.4371 32.776 -0.0076 0.0021 0.0278
O 5.8842 5.2586 31.1813 -0.0031 -0.0141 0.0357
O 0.375 -1.1455 24.0613 0.0004 0.006 0.0435
O -2.626 -3.8786 24.9331 0.0122 0.0062 0.0443
O 7.7346 -2.6426 18.3987 -0.0028 0.0119 0.0146
O 2.954 2.1107 14.9379 0.0155 -0.01 0.0283
O -1.3584 1.0792 33.8982 -0.0114 0.0187 0.0412
H 3.223 -0.3795 42.8211 -0.2412 0.2745 -0.2883
H 1.581 1.2657 42.8211 0.3334 -0.3604 -0.2233
H 5.943 2.3434 42.83 -0.2616 0.2607 -0.2742
H 4.3015 3.989 42.83 0.3998 -0.2916 -0.2273
H 1.5992 6.6831 42.8272 0.2542 -0.2648 -0.2922
H 3.2421 5.0388 42.8272 -0.3716 0.3053 -0.2523
H 5.9664 -3.1232 42.8386 -0.3321 0.3132 -0.2428
H 4.3222 -1.4803 42.8386 0.2704 -0.2455 -0.2838
H -2.2017 -0.4051 42.8308 -0.3211 0.3506 -0.2488
H -3.8438 1.24 42.8308 0.2392 -0.2735 -0.2921
H 0.5258 2.3213 42.8197 -0.3175 0.3502 -0.2595
H -1.1196 3.9631 42.8197 0.2852 -0.2681 -0.2866
H -3.8442 6.6916 42.8093 0.3529 -0.2786 -0.2702
H -2.2014 5.0473 42.8093 -0.295 0.2851 -0.2608
H 0.5017 -3.1039 42.8286 -0.2651 0.2691 -0.269
H -1.1462 -1.4646 42.8286 0.2654 -0.4114 -0.2393
H 2.1816 0.5378 6.0092 -0.3093 0.3411 0.2564
H 0.5382 2.1817 6.0092 0.2783 -0.286 0.2927
H 3.2547 4.8974 6.012 0.2863 -0.2618 0.2967
H 4.9058 3.2614 6.012 -0.3497 0.3085 0.247
H 0.52 7.6262 5.9848 0.3551 -0.2971 0.2425
H 2.167 5.9861 5.9848 -0.2762 0.2738 0.2818
H 4.8869 -2.1719 5.9872 -0.2497 0.2607 0.2839
H 3.2444 -0.5272 5.9872 0.308 -0.3457 0.2465
H 5.967 2.1972 5.9822 0.3136 -0.3412 0.238
H 7.6029 0.5459 5.9822 -0.265 0.2739 0.2829
H -2.1888 4.9101 5.9866 0.3348 -0.3432 0.2398
H -0.5471 3.2647 5.9866 -0.2843 0.2715 0.2904
H 5.9884 -3.2725 6.0068 0.2561 -0.2523 0.2937
H 7.6352 -4.9128 6.0068 -0.3473 0.3287 0.2608
H -2.1869 -0.5463 6.0117 0.2647 -0.2759 0.2962
H -0.5465 -2.1931 6.0117 -0.3197 0.3372 0.2502

Results
free energy: -156496.134 eV
free energy less fixed offsets of H -15.71, O -570.45, Si -639.56 eV per atom: -6.374 eV

The program warned: the cutoff lies below the one the program advises for these potential files; the forces do not sum to zero within the program's tolerance; empty levels may hold ghost states of the PAW files; the exchange-correlation potential is rough where the density is thin.
